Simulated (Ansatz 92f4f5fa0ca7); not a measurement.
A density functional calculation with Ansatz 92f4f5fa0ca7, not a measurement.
Periodic cell of 273 atoms, Si166O106B1, from a study of silicon, its oxide and their interface. The atomic structure is a simulated model.
Doubt: the cutoff is far below the 930 eV that the study's wrapper takes by default for these files, so forces and energies are approximate.
This geometry differs little from another in the collection (a relaxation step or a small displacement).

Settings: functional PBE; potential files Ansatz PAW; basis plane waves; wave-function cutoff 580 eV; density cutoff ratio 5; exchange-correlation grid ratio 1; k mesh 1 x 1 x 1, Gamma-centred; self-consistency stop 5e-08 eV per atom in the density residual; occupations fixed; spin none; net charge -1 e, with a uniform compensating background and no finite-size correction.

Cell vectors (angstrom)
a, 11.6015, 0, 0
b, 0, 13.3963, 0
c, 0, 0, 29.8085

Atoms: element, x, y, z (angstrom)
Si, 11.5603, 0.1874, 22.9094
Si, 3.9311, 0.1604, 23.0407
Si, 7.6746, 0.1303, 23.1505
Si, 2.0837, 3.5138, 22.9452
Si, 5.9083, 3.7041, 23.0065
Si, 9.7727, 3.5443, 23.0383
Si, 11.7168, 6.832, 23.143
Si, 3.9204, 7.0236, 23.2562
Si, 7.8082, 6.8911, 23.2507
Si, 2.0422, 10.231, 23.2793
Si, 5.8545, 10.091, 23.3361
Si, 9.8448, 10.0739, 23.2316
Si, 11.7143, 2.3945, 23.7505
Si, 4.0064, 2.4132, 23.7523
Si, 7.7941, 2.4262, 23.77
Si, 2.0313, 5.7011, 23.9994
Si, 5.8398, 5.8295, 23.9914
Si, 9.7513, 5.7358, 23.9081
Si, 11.7554, 9.016, 24.0409
Si, 3.912, 9.1324, 24.2373
Si, 7.8526, 9.0834, 24.0469
Si, 1.9269, 12.5069, 23.803
Si, 5.7856, 12.3748, 23.9358
Si, 9.69, 12.3922, 23.7685
Si, 11.6763, 2.366, 26.1634
Si, 3.9042, 2.3797, 26.1596
Si, 7.7567, 2.3122, 26.1743
B, 1.9804, 5.6145, 26.1928
Si, 5.7783, 5.6696, 26.3302
Si, 9.7622, 5.6254, 26.2705
Si, 11.716, 8.8991, 26.367
Si, 3.8402, 8.9435, 26.5262
Si, 7.7917, 9.0056, 26.3772
Si, 1.9406, 12.3757, 26.2028
Si, 5.7786, 12.3297, 26.2922
Si, 9.7123, 12.3434, 26.1688
Si, 1.9839, 1.2047, 26.9731
Si, 5.8042, 1.2055, 27.0012
Si, 9.7199, 1.203, 26.9522
Si, 11.8568, 4.6379, 26.9016
Si, 3.6998, 4.6389, 26.9145
Si, 7.7582, 4.521, 27.0347
Si, 1.9679, 7.5522, 27.018
Si, 5.8494, 7.8829, 27.1542
Si, 9.7213, 7.8442, 27.0809
Si, 11.6369, 11.193, 27.0003
Si, 3.8385, 11.2307, 27.1086
Si, 7.7685, 11.2629, 27.0412
Si, 1.9541, 1.1298, 29.362
Si, 5.7954, 1.1278, 29.3873
Si, 9.6607, 1.1284, 29.3484
Si, 0.0385, 4.4693, 29.3071
Si, 3.8573, 4.463, 29.2997
Si, 7.7228, 4.4644, 29.4021
Si, 1.9441, 7.7418, 29.3867
Si, 5.8268, 7.8258, 29.5031
Si, 9.6934, 7.7893, 29.4286
Si, 0.0097, 11.1681, 29.3622
Si, 3.86, 11.2007, 29.4585
Si, 7.7599, 11.1835, 29.3951
Si, -0.0015, 0.0032, 0.3161
Si, 3.8691, 0.017, 0.4359
Si, 7.7203, -0.0011, 0.3732
Si, 1.9515, 3.347, 0.3398
Si, 5.7687, 3.3493, 0.3783
Si, 9.6768, 3.3632, 0.3198
Si, 0.0086, 6.6577, 0.3975
Si, 3.8823, 6.6508, 0.3759
Si, 7.7602, 6.6823, 0.4243
Si, 1.9289, 10.0081, 0.3289
Si, 5.8235, 10.0901, 0.4042
Si, 9.6866, 10.0326, 0.3553
Si, 11.5486, -0.0548, 2.6803
Si, 3.842, -0.071, 2.8262
Si, 7.6642, -0.0941, 2.7528
Si, 1.9339, 3.2635, 2.6988
Si, 5.7413, 3.2728, 2.7847
Si, 9.6094, 3.3062, 2.7039
Si, 11.5731, 6.6178, 2.7533
Si, 3.8704, 6.6017, 2.7217
Si, 7.7437, 6.6309, 2.7861
Si, 1.9218, 9.9798, 2.6987
Si, 5.8286, 10.0427, 2.7752
Si, 9.6816, 9.9707, 2.7184
Si, 11.5566, 2.1923, 3.4008
Si, 3.8102, 2.1293, 3.6467
Si, 7.6828, 2.1184, 3.5196
Si, 1.9098, 5.4846, 3.4616
Si, 5.8042, 5.5169, 3.5644
Si, 9.6571, 5.5021, 3.6094
Si, 11.6124, 8.856, 3.5336
Si, 3.8932, 8.8579, 3.3999
Si, 7.7492, 8.8736, 3.5427
Si, 1.8536, 12.212, 3.5113
Si, 5.7589, 12.2168, 3.7474
Si, 9.6223, 12.1932, 3.4808
Si, 11.4776, 2.1517, 5.7253
Si, 3.7269, 2.0255, 6.0687
Si, 7.6057, 1.9675, 5.8978
Si, 1.8797, 5.3959, 5.7949
Si, 5.8027, 5.4567, 5.9372
Si, 9.6237, 5.4307, 6.0088
Si, 11.6376, 8.7854, 5.9119
Si, 3.9127, 8.7826, 5.7215
Si, 7.7766, 8.807, 5.9154
Si, 1.776, 12.1474, 5.8892
Si, 5.7187, 12.1143, 6.25
Si, 9.5844, 12.104, 5.8399
Si, 1.6278, 0.965, 6.7094
Si, 5.6694, 0.9834, 7.0046
Si, 9.6328, 0.9325, 6.5673
Si, 11.5754, 4.3033, 6.7066
Si, 3.8249, 4.3156, 6.5624
Si, 7.6925, 4.1704, 6.6226
Si, 2.029, 7.6201, 6.4969
Si, 5.8283, 7.7304, 6.6854
Si, 9.719, 7.6948, 6.7211
Si, 11.4493, 10.9822, 6.7593
Si, 3.6505, 10.9297, 6.634
Si, 7.7594, 10.9721, 6.8546
O, 9.9032, 7.887, 8.3867
O, 9.8987, 0.8275, 8.2214
O, 1.0298, 0.9109, 8.2999
O, 3.077, 10.5602, 8.1536
O, 5.8118, 7.8985, 8.3546
O, 5.6102, 1.1807, 8.6957
O, 3.7677, 4.3232, 8.2129
O, 7.6456, 3.7219, 8.2505
O, 0.0534, 4.2626, 8.3836
O, 11.1518, 10.9397, 8.4157
O, 8.1257, 10.7729, 8.497
O, 2.3679, 7.489, 8.1065
O, 11.4258, 0.2104, 21.2237
O, 9.7603, 3.6481, 21.3675
O, 4.0708, 7.5258, 21.6471
O, 6.0261, 4.1999, 21.3874
O, 5.7122, 9.7269, 21.706
O, 2.1738, 3.4612, 21.2452
O, 7.357, 13.4597, 21.5073
O, 4.0558, 0.1467, 21.3739
O, 7.7889, 6.9737, 21.5946
O, 2.1157, 10.1778, 21.6223
O, 11.6578, 6.9338, 21.4702
O, 10.1276, 9.624, 21.6337
Si, 11.576, 6.4422, 11.2821
Si, 1.5598, 10.3551, 16.2662
Si, 0.2244, 3.6809, 9.8971
Si, 8.0819, 12.871, 20.1859
Si, 2.8367, 10.4591, 9.7469
Si, 2.5685, 10.4014, 20.0864
Si, 10.3678, 3.7202, 19.8593
Si, 0.245, 12.8005, 17.0985
Si, 10.8162, 0.7094, 19.7848
Si, 3.1584, 7.7426, 16.2257
Si, 0.3736, 6.4884, 19.9471
Si, 9.3809, 2.5237, 14.2887
Si, 2.903, 2.5394, 11.0344
Si, 5.1229, 11.9901, 15.3617
Si, 4.8924, 8.6478, 20.7762
Si, 3.6014, -0.3973, 11.2854
Si, 5.5775, 8.893, 14.787
Si, -0.1692, 11.3118, 9.9864
Si, 9.4215, 10.0129, 20.2222
Si, 3.4637, 0.0612, 19.8602
Si, 7.4652, 4.696, 9.534
Si, 2.3604, 12.3498, 14.1657
Si, 6.1795, 0.5896, 10.1325
Si, 2.8043, 2.9261, 19.8191
Si, 5.7131, 4.4494, 13.6531
Si, 7.466, 0.2165, 15.5996
Si, 9.6058, 11.345, 15.2018
Si, 1.9831, 6.5636, 13.5411
Si, 2.8367, 3.5257, 14.0099
Si, 11.6943, 9.1749, 18.446
Si, 11.2271, 0.8694, 9.1771
Si, 9.1247, 7.3182, 9.6993
Si, 8.6738, 8.5585, 14.5693
Si, 4.7702, 7.1671, 12.3403
Si, 2.993, 5.6207, 18.7428
Si, 2.5348, 7.3999, 9.7008
Si, 6.2635, 8.4241, 9.8291
Si, 4.3278, 4.7562, 9.654
Si, 9.3573, 10.4959, 12.271
Si, 5.9353, 13.0445, 17.974
Si, 7.9845, 4.945, 18.3725
Si, 8.3031, 5.4095, 15.2052
Si, 7.3266, 11.0719, 9.9072
Si, 5.4074, 4.2052, 19.8756
Si, 0.7792, 1.4874, 15.0376
Si, 7.5294, 7.5368, 20.1034
Si, 7.6409, 2.7891, 11.8575
O, 3.4534, 6.0807, 10.0916
O, 1.9407, 2.6551, 15.0735
O, -0.367, 12.9414, 10.153
O, 8.3036, 8.9266, 19.8122
O, 2.4232, 1.3329, 19.5847
O, 8.1489, 5.3063, 16.8045
O, 2.7495, 11.9904, 19.7235
O, 7.1525, 8.7666, 15.1121
O, 1.2757, 0.1812, 14.1724
O, 4.4056, 3.8144, 14.4419
O, 4.2402, 3.4125, 10.6179
O, 10.9481, 2.0791, 14.4848
O, 11.3787, 4.8342, 10.9756
O, 10.8383, 12.0186, 16.0444
O, 8.9323, 6.9093, 14.7666
O, 1.7793, 3.3541, 10.2098
O, 8.4606, 5.9255, 9.2098
O, 11.1478, 2.3051, 19.5317
O, 5.4119, 7.6055, 10.923
O, 11.4231, 7.6054, 18.8567
O, 7.871, 8.2586, 10.1383
O, 10.132, 7.1489, 10.9742
O, 9.2161, 4.1132, 14.7213
O, 8.8238, 11.4799, 20.5242
O, 10.5765, 10.5196, 11.1583
O, 8.3544, 12.2416, 15.753
O, 4.4501, 2.8861, 19.8346
O, 4.6385, 0.2409, 18.7374
O, 10.4487, 10.0853, 18.9628
O, 6.7879, 0.6989, 17.0252
O, 0.5096, 6.7392, 12.8185
O, 1.0504, 7.1313, 10.2896
O, 3.1351, 7.1779, 12.5434
O, 3.9289, 9.5381, 19.8047
O, 6.7865, 5.1981, 14.6226
O, 0.5728, 0.9104, 16.5475
O, 1.5417, 11.7807, 17.1114
O, 5.3706, 8.3175, 13.2968
O, 2.9687, 12.3675, 12.6505
O, 6.4298, 3.2022, 12.8817
O, 2.7889, 9.3099, 16.5898
O, 5.9578, 7.8595, 19.8252
O, 1.9866, 6.4131, 19.7401
O, 1.434, 9.7287, 19.1576
O, 9.4764, 9.7135, 15.4653
O, 3.0975, 8.8865, 10.1899
O, 8.988, 9.0388, 13.0038
O, 2.1477, 7.3124, 14.9886
O, 9.1663, 3.9083, 18.7809
O, 4.73, 7.9057, 15.7866
O, 7.2381, 1.5923, 10.8439
O, 8.0842, 6.3853, 19.1103
O, 5.9078, 5.1552, 9.6271
O, 6.9788, -0.91, 19.0703
O, 11.0584, 2.2421, 10.076
O, 8.9712, 2.3883, 12.7106
O, 9.7052, 11.5048, 13.5453
O, 6.5883, 4.1826, 18.7512
O, 6.0417, 10.044, 9.9533
O, 1.3494, 10.8348, 10.2743
O, 5.1591, 10.474, 14.757
O, 1.684, 10.9022, 14.6791
O, 11.3611, 13.0864, 18.6211
O, 5.4329, 11.8551, 16.9645
O, 8.0903, 10.9808, 11.3554
O, 11.3391, 5.0156, 19.6589
O, 8.3621, 1.4827, 15.0776
O, 2.4395, 4.0432, 18.6277
O, 3.7471, 11.6867, 10.3312
O, 9.1819, 0.5813, 19.7129
O, 2.7705, 2.6444, 12.6473
O, 3.6369, 12.63, 15.1475
O, 7.9942, 4.0791, 10.934
O, 5.1057, 0.2502, 11.3299
O, 4.4562, 5.4893, 19.4647
O, 6.1937, 13.0629, 14.6833
O, 3.068, 6.5467, 17.3627
O, 2.7709, 0.9242, 10.7209
O, 0.2849, 9.4411, 16.8225
O, 5.2256, 5.6236, 12.6274
O, 2.1332, 4.966, 13.7827
O, 6.893, 12.6077, 9.7138

Results
free energy: -165959.017 eV
free energy less fixed offsets of B -154.04, O -568.88, Si -635.61 eV per atom: 7.563 eV

Forces (eV/angstrom), in the order of the atoms: element, x, y, z
Si, 0.0057, 0.0147, 0.0052
Si, 0.0066, 0.012, 0.0026
Si, -0.0021, 0.0001, 0.003
Si, -0.0026, 0.0209, 0.0018
Si, -0.0014, 0.0062, -0.0025
Si, 0.0007, 0.0061, -0.0039
Si, 0.0276, -0.0223, -0.0057
Si, -0.0151, -0.012, 0.0025
Si, -0.0017, -0.0184, 0.0095
Si, 0.0061, -0.0083, -0.0009
Si, -0.0172, -0.0062, 0.0089
Si, 0.0037, 0.0003, 0.0101
Si, 0.0089, -0.0193, -0.0084
Si, -0.0055, -0.014, -0.0051
Si, -0.0005, -0.0019, -0.0055
Si, -0.0062, 0.0034, 0.1195
Si, 0.008, 0.0177, 0.0053
Si, -0.0164, 0.0145, 0.0016
Si, -0.0192, 0.0098, -0.0002
Si, 0.0214, 0.0096, -0.0078
Si, 0.0069, 0.0013, -0.0033
Si, -0.0079, -0.0004, -0.0084
Si, 0.001, -0.0024, -0.0021
Si, -0.0017, -0.0099, -0.0071
Si, -0.0214, 0.0157, 0.0235
Si, 0.0242, 0.013, 0.0242
Si, 0.0047, 0.0039, 0.0197
B, 0.1017, 0.0356, -0.0967
Si, 0.006, -0.0162, 0.0124
Si, 0.009, -0.0258, 0.0223
Si, 0.0181, 0.0077, 0.0308
Si, -0.0107, 0.0053, 0.0257
Si, -0.0028, -0.0051, 0.0195
Si, 0.0044, 0.0075, 0.0242
Si, -0.0053, 0.0035, 0.0204
Si, 0.006, 0.0117, 0.0231
Si, 0.0007, -0.0173, -0.0214
Si, -0.0087, -0.0044, -0.0249
Si, 0.0038, -0.0069, -0.0225
Si, -0.0217, -0.0019, -0.0173
Si, -0.0803, 0.0304, -0.0324
Si, -0.0037, 0.0162, -0.0212
Si, -0.0045, -0.0529, -0.0293
Si, 0.0036, 0.0102, -0.0148
Si, -0.007, 0.0099, -0.0185
Si, -0.0154, -0.0129, -0.0272
Si, 0.012, -0.0137, -0.0224
Si, -0.0022, -0.0076, -0.0207
Si, -0.005, -0.0127, 0.0073
Si, -0.0024, -0.0038, 0.0027
Si, -0.0134, -0.0032, 0.0026
Si, -0.0216, -0.0148, -0.0048
Si, 0.0141, -0.0151, -0.0142
Si, -0.0066, -0.0109, -0.0031
Si, -0.0069, 0.021, -0.0205
Si, -0.0036, -0.0013, -0.0126
Si, -0.0039, -0.0019, -0.0077
Si, 0.0036, -0.0017, 0.0018
Si, 0.0011, -0.0056, -0.0035
Si, -0.0006, -0.0029, 0.001
Si, 0.0033, 0.0033, 0.0033
Si, 0.005, 0.0032, -0.004
Si, 0.0112, 0.0084, 0.0001
Si, 0.0034, 0.0113, 0.0082
Si, 0.0001, 0.0116, 0.0095
Si, 0.0139, 0.007, 0.011
Si, 0.008, -0.0001, 0.0077
Si, 0.0032, -0.0012, 0.0116
Si, 0.0016, 0.0002, 0.0036
Si, 0.0014, -0.0069, 0.0148
Si, -0.0035, 0.0049, 0.0019
Si, -0.0017, 0.0062, 0.0022
Si, 0.0021, 0.0017, -0.0013
Si, -0.003, 0.0002, 0.0033
Si, -0.0001, 0.0009, -0.0001
Si, -0.0016, -0.0064, -0.0053
Si, 0.0043, -0.0029, -0.006
Si, -0.0022, -0.0016, -0.0096
Si, -0.0029, 0.0015, -0.0026
Si, 0.0012, 0.0022, -0.004
Si, 0.0008, 0.0008, 0.0027
Si, -0.0003, 0.0055, -0.0054
Si, -0.0002, 0.001, 0.0039
Si, 0.0015, -0.0007, 0.003
Si, 0.0002, 0.0012, 0.0042
Si, -0.0001, 0.0037, 0.0048
Si, 0.0013, 0.0025, 0.0071
Si, 0.0017, 0.0007, 0.0007
Si, -0.0044, -0.0021, -0.0004
Si, 0.0022, -0.0026, 0.0022
Si, 0.003, 0.0008, -0.0018
Si, -0.0019, -0.0012, -0.0038
Si, -0.0024, 0.0028, -0.0029
Si, -0.0012, -0.006, 0.0042
Si, 0.0034, -0.0033, -0.0001
Si, -0.0015, 0.0008, 0.0008
Si, -0.0028, -0.0048, -0.0039
Si, -0.0005, -0.0042, -0.002
Si, -0.0044, -0.0051, -0.0025
Si, 0.0013, -0.002, 0.0004
Si, 0.0043, 0.0031, 0.0024
Si, -0.002, 0.0007, 0.0001
Si, -0.0022, -0.0003, 0.0019
Si, 0.0017, 0.0006, 0.0021
Si, 0.0013, -0.0002, 0.0031
Si, -0.0005, 0.0041, -0.0011
Si, -0.0041, 0.0009, -0.001
Si, -0.004, -0.0017, -0.0001
Si, 0.0035, -0.0001, 0.0014
Si, 0.0018, 0.0036, -0.0038
Si, 0.0051, 0.0059, 0.0005
Si, 0.001, 0.0039, 0.0003
Si, -0.0064, -0.0045, -0.0037
Si, 0.0017, 0.0005, -0.0019
Si, -0.0022, 0.0035, 0.0002
Si, -0.0013, -0.0016, -0.0018
Si, 0.0015, 0.0004, -0.0016
Si, 0.0038, -0.0003, -0.0001
Si, 0.0018, -0.0014, 0.0009
Si, 0.0034, -0.0002, -0.0034
O, -0.0012, -0.0006, 0.002
O, -0.0008, -0.0021, 0.0026
O, -0.0023, -0.0001, 0.0033
O, -0.0004, -0.0003, 0.0014
O, 0.0008, 0, 0.0006
O, 0.0001, -0.0019, 0.006
O, 0.0026, 0.0022, -0.0003
O, -0.0009, 0.0023, 0.0019
O, -0.0001, -0.0014, 0.0014
O, -0.0007, -0.0002, 0.0014
O, -0.0009, 0.0003, 0.0018
O, 0.0007, -0.0011, -0.0007
O, -0.004, -0.0033, -0.0035
O, -0.0014, -0.0036, 0.0033
O, 0.002, 0.0007, 0.0041
O, 0.0009, -0.0057, 0.0025
O, 0.0023, 0.0012, -0.0019
O, 0.0003, -0.0084, 0.0039
O, 0.0022, 0.0009, 0.0007
O, 0.0007, -0.0022, 0.0019
O, -0.0005, 0.0035, -0.0021
O, -0.0018, 0.0067, 0.0012
O, -0.0087, 0.0055, 0
O, -0.0018, -0.0011, -0.0005
Si, 0.0004, -0.0002, 0.0001
Si, 0, -0.0007, -0.0005
Si, -0.0013, -0.0017, -0.0015
Si, -0.0008, 0.0001, 0.0008
Si, -0.0009, 0.001, -0.0038
Si, 0.0008, -0.0018, 0.0028
Si, 0.0025, 0.0039, 0.0029
Si, 0.0002, 0.0002, -0.0005
Si, 0.0028, -0.0022, 0.0033
Si, -0.0006, -0.0004, 0.0012
Si, 0.001, 0.0017, 0.0113
Si, 0.0006, 0.0005, 0.0001
Si, -0.0007, -0.0019, -0.0018
Si, -0.0002, -0.0007, 0
Si, 0.0001, -0.0014, 0.0037
Si, -0.0002, 0.0003, -0.0017
Si, 0.0005, 0.0004, 0.0003
Si, 0.0002, 0.0015, -0.0018
Si, 0.0013, -0.0048, 0.0025
Si, -0.0006, 0.001, 0.0018
Si, 0.0013, -0.0024, -0.0026
Si, -0.0005, 0.0003, -0.0006
Si, -0.0017, 0.0017, -0.0032
Si, -0.0027, 0.0041, 0.0038
Si, -0.0006, -0.0004, 0.0007
Si, 0.0003, 0.001, 0.001
Si, -0.0002, -0.0009, -0.0002
Si, -0.001, -0.0002, 0.0006
Si, 0, 0.0005, 0.0011
Si, -0.0008, -0.0033, -0.0003
Si, 0.0009, 0, -0.0039
Si, 0.0015, 0.0008, -0.0009
Si, -0.0006, -0.0003, 0.0002
Si, -0.0006, 0.0006, -0.0001
Si, -0.0022, 0.0032, 0.0009
Si, -0.0005, 0.0002, -0.001
Si, 0.0002, 0.0004, -0.0008
Si, -0.0011, -0.0008, 0.0006
Si, 0.0006, -0.0003, -0.0016
Si, -0.0017, 0.0006, -0.0008
Si, 0.0005, 0.0029, 0
Si, 0.001, 0.0004, 0.0003
Si, 0.0002, 0.0002, -0.0008
Si, -0.0019, 0, 0.0032
Si, 0.0003, 0.0009, -0.0005
Si, 0.0005, -0.0023, 0.0066
Si, 0.0003, -0.0017, 0
O, 0.0003, -0.0005, 0.0008
O, -0.0003, -0.0002, -0.0011
O, -0.0001, -0.0016, 0.0018
O, 0.0007, 0.003, -0.0039
O, 0.0006, -0.0014, -0.0014
O, -0.0004, -0.0006, 0.0023
O, -0.0006, -0.0015, -0.0019
O, 0, 0.0002, -0.0008
O, -0.0001, -0.0004, 0.0003
O, 0.0001, 0.0002, -0.001
O, 0.0007, 0.0014, 0.0003
O, -0.0002, -0.0001, -0.0001
O, 0.0006, 0.0004, 0.0002
O, 0.0008, 0.0008, 0.0007
O, -0.0004, 0.0001, -0.0002
O, -0.0001, 0.0008, 0.0024
O, -0.001, 0.0002, 0.0011
O, -0.0003, -0.0019, -0.002
O, 0.0003, -0.0004, 0.0015
O, 0.0002, 0.0006, -0.0029
O, -0.0006, 0, 0.0002
O, -0.0004, 0.0001, -0.0001
O, -0.0004, 0.0001, -0.0005
O, 0.0002, 0.0013, -0.0018
O, 0, -0.0003, 0.0009
O, -0.0003, 0.0001, -0.0011
O, -0.0007, -0.0006, -0.0005
O, 0.0012, 0, -0.0032
O, -0.0005, 0.0016, -0.0013
O, -0.0009, -0.0006, 0.0001
O, 0.0003, -0.0002, -0.0009
O, 0.0006, 0.0003, 0.0007
O, 0.0007, 0, -0.0002
O, -0.0008, 0.0018, -0.0028
O, 0.0004, 0.0005, -0.0004
O, -0.0002, -0.0009, 0.0002
O, 0, 0.0006, -0.0005
O, -0.0003, -0.0005, -0.0005
O, 0.0004, 0.0001, -0.0002
O, 0, 0.0003, 0.0003
O, -0.0002, 0.0005, -0.0006
O, -0.0004, -0.0007, -0.0039
O, 0.0022, -0.0008, -0.0055
O, 0.0013, 0.0015, -0.0014
O, 0.0001, 0.0005, -0.0008
O, 0.0002, -0.0007, 0.0009
O, 0.0001, 0.0004, 0.0008
O, 0.0008, 0.0002, 0.0005
O, 0.0008, -0.0013, -0.0009
O, -0.0001, 0.0001, -0.0006
O, 0.0005, 0.0001, 0.0014
O, 0.0001, -0.0004, -0.0032
O, 0.0002, 0.0007, 0.0014
O, 0.0014, -0.0006, 0
O, 0, 0.0011, 0.001
O, -0.0004, 0.0001, 0.0006
O, -0.0004, 0.0002, 0.0009
O, -0.0009, -0.0004, -0.0006
O, 0.0005, 0, 0.0006
O, 0.0004, -0.0006, 0.0005
O, 0.0002, 0.0001, -0.0004
O, 0.0001, -0.0003, 0.0011
O, -0.0013, 0.0007, -0.0005
O, 0.0006, 0.0005, 0.0004
O, -0.0008, 0.0003, 0.0003
O, -0.0036, -0.0033, -0.0037
O, -0.0003, -0.0006, -0.0004
O, 0.0004, -0.0009, -0.0039
O, -0.0001, 0, 0.0024
O, -0.0016, 0.0001, -0.0009
O, 0.0004, 0.0003, 0.0002
O, 0.0004, 0.0005, 0.0004
O, -0.0006, 0.002, 0.0003
O, 0, -0.0003, 0.001
O, 0.0035, 0.0011, -0.0023
O, 0.0006, 0.0001, 0
O, 0.0006, -0.0013, -0.0001
O, 0, 0.0001, 0.0011
O, -0.0004, 0.0002, 0.0009
O, 0.0003, 0.0007, 0.0004
O, 0.0001, -0.0002, -0.0002
O, 0.0006, -0.0005, 0.0013

The program warned: the cutoff lies below the one the program advises for these potential files; the exchange-correlation potential is rough where the density is thin.
